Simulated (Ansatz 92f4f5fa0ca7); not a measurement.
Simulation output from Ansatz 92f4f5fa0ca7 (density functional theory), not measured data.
Periodic cell of 422 atoms, Si266O156, from a study of silicon, its oxide and their interface. The atomic structure is a simulated model.
Doubt: the cutoff is far below the 930 eV that the study's wrapper takes by default for these files, so forces and energies are approximate.
This geometry differs little from another in the collection (a relaxation step or a small displacement).

Settings
functional: PBE
potential files: Ansatz PAW
basis: plane waves
wave-function cutoff: 580 eV
density cutoff ratio: 5
exchange-correlation grid ratio: 1
k mesh: 1 x 1 x 1, Gamma-centred
self-consistency stop: 5e-08 eV per atom in the density residual
occupations: fixed
spin: none
net charge: 0

Cell vectors (angstrom)
a	15.4687	0	0
b	0	12.8259	0
c	0	0	37.1514

Atoms and the computed forces on them: element, x, y, z (angstrom), force x, y, z (eV/angstrom)
Si	-0.037	1.174	34.448	-0.004	0.001	0.003
Si	3.85	1.189	34.439	0.004	0	0.006
Si	7.719	1.172	34.453	0.006	0.002	0.006
Si	11.573	1.179	34.44	0.002	0.003	0.007
Si	1.868	7.567	34.515	0.001	-0.003	0
Si	5.784	7.571	34.509	0.004	-0.005	0
Si	9.662	7.571	34.467	0.001	0	0.004
Si	13.474	7.557	34.477	0.001	-0.001	0.003
Si	1.934	5.247	34.885	-0.243	-0.114	-0.213
Si	5.801	5.247	34.885	0.15	-0.137	-0.494
Si	9.668	5.247	34.885	0.026	-0.037	-0.023
Si	13.535	5.247	34.885	0.081	-0.165	-0.216
Si	0	11.66	34.885	-0.273	0.096	0.156
Si	3.867	11.66	34.885	-0.152	0.33	0.42
Si	7.734	11.66	34.885	0.067	0.161	0.519
Si	11.602	11.66	34.885	0.112	-0.009	-0.024
Si	0	4.664	36.121	0.033	-0.058	-0.014
Si	3.867	4.664	36.121	0.011	-0.155	-0.156
Si	7.734	4.664	36.121	-0.01	-0.021	-0.042
Si	11.602	4.664	36.121	-0.032	-0.099	-0.065
Si	1.934	11.077	36.121	0.039	0.108	0.034
Si	5.801	11.077	36.121	0.027	0.064	0.017
Si	9.668	11.077	36.121	-0.03	0.076	0.039
Si	13.535	11.077	36.121	0.047	0.131	0.092
Si	0	2.332	36.534	-0.08	-0.056	-0.122
Si	3.867	2.332	36.534	-0.067	-0.059	-0.148
Si	7.734	2.332	36.534	-0.013	-0.041	-0.073
Si	11.602	2.332	36.534	-0.056	-0.048	-0.12
Si	1.934	8.745	36.534	-0.139	0.069	0.253
Si	5.801	8.745	36.534	0.014	0.08	0.236
Si	9.668	8.745	36.534	0.055	0.006	-0.049
Si	13.535	8.745	36.534	-0.17	0.02	-0.024
Si	1.934	1.749	0.619	0.005	0.011	-0.042
Si	5.801	1.749	0.619	-0.019	-0.006	-0.04
Si	9.668	1.749	0.619	0.006	-0.01	-0.02
Si	13.535	1.749	0.619	0.051	-0.018	-0.024
Si	0	8.162	0.619	0.077	-0.023	0.015
Si	3.867	8.162	0.619	0.068	0.006	-0.007
Si	7.734	8.162	0.619	0.043	-0.034	-0.025
Si	11.602	8.162	0.619	-0.003	0.03	0.012
Si	0	5.83	1.031	-0.025	0.019	0.014
Si	3.867	5.83	1.031	-0.01	0.042	0.007
Si	7.734	5.83	1.031	0.01	0	0.023
Si	11.602	5.83	1.031	0.042	0.036	0.025
Si	1.934	12.243	1.031	-0.051	-0.029	-0.003
Si	5.801	12.243	1.031	-0.03	0.008	0.035
Si	9.668	12.243	1.031	0.047	-0.039	-0.001
Si	13.535	12.243	1.031	-0.032	-0.041	0.01
Si	1.934	5.247	2.268	0.125	-0.018	0.007
Si	5.801	5.247	2.268	0.019	0.006	0.169
Si	9.668	5.247	2.268	-0.119	-0.035	-0.047
Si	13.535	5.247	2.268	0.035	-0.055	-0.157
Si	0	11.66	2.268	0.061	0.022	0.072
Si	3.867	11.66	2.268	-0.093	0.011	-0.042
Si	7.734	11.66	2.268	0.034	0.068	-0.012
Si	11.602	11.66	2.268	0.041	0	-0.154
Si	1.934	2.915	2.68	-0.006	-0.141	-0.109
Si	5.801	2.915	2.68	0.01	-0.076	-0.031
Si	9.668	2.915	2.68	0.003	-0.03	0.002
Si	13.535	2.915	2.68	-0.051	-0.045	-0.027
Si	0	9.328	2.68	-0.093	0.137	0.072
Si	3.867	9.328	2.68	-0.068	0.07	0.03
Si	7.734	9.328	2.68	-0.052	0.131	0.154
Si	11.602	9.328	2.68	-0.016	-0.014	0.022
Si	-0.531	-0.134	27.904	0.009	0.01	0.014
Si	4.148	-1.835	26.745	-0.004	-0.003	-0.014
Si	7.199	-1.725	26.391	0.008	0.002	-0.002
Si	11.773	-0.086	27.706	-0.012	0.004	0.022
Si	1.389	6.518	27.269	-0.008	0.009	-0.006
Si	5.971	6.462	27.308	0	0	-0.006
Si	9.032	6.72	27.744	0.006	0.006	0.002
Si	13.715	6.943	27.696	0.003	0.007	0.028
Si	1.551	3.456	27.645	-0.04	0.005	0.002
Si	5.254	3.364	27.295	0.02	0	-0.006
Si	8.933	3.968	29.238	0.004	-0.005	-0.001
Si	13.062	3.891	27.967	-0.007	0.025	-0.015
Si	0.013	10.484	28.371	-0.003	0.009	-0.011
Si	3.836	11.292	28.987	-0.013	0.009	-0.003
Si	7.603	11.031	28.747	0.01	0.001	0.007
Si	11.458	10.509	28.333	-0.002	0.01	-0.001
Si	-0.309	3.45	29.209	0.029	-0.005	-0.005
Si	3.551	2.891	28.826	0.011	0.017	-0.006
Si	7.877	2.076	28.33	-0.009	-0.014	0.019
Si	11.272	3.385	29.526	0.004	-0.004	0.015
Si	1.916	10.067	29.68	0.008	0.006	0.001
Si	5.717	10.118	29.798	0.011	0.011	0.013
Si	9.571	10.066	29.648	-0.01	0.007	0.013
Si	13.466	9.88	29.47	-0.003	-0.028	0.025
Si	-0.139	1.184	29.837	-0.006	-0.012	-0.005
Si	3.762	0.711	29.873	0.008	-0.029	0.022
Si	7.64	0.369	29.874	-0.001	0.005	-0.007
Si	11.455	1.066	29.831	0.004	-0.005	-0.004
Si	1.93	7.73	30.118	-0.009	0.003	0.019
Si	5.658	7.785	30.127	-0.009	-0.002	0.019
Si	9.517	7.724	29.847	0.01	-0.005	0.006
Si	13.504	7.627	29.933	-0.007	0.002	-0.019
Si	1.793	0.586	31.169	0	0.01	-0.009
Si	5.716	0.543	31.23	0.002	0.009	-0.015
Si	9.605	0.479	31.188	-0.001	-0.002	-0.002
Si	13.424	0.595	31.11	0	-0.003	0.008
Si	-0.056	7.044	31.191	-0.001	0.003	0.001
Si	3.81	7.047	31.346	0.007	0.006	-0.004
Si	7.682	7.076	31.163	0.009	0.008	0
Si	11.503	6.97	31.018	-0.003	-0.002	-0.012
Si	-0.019	4.662	31.373	-0.003	0.008	-0.002
Si	3.859	4.684	31.574	-0.004	0.008	0.008
Si	7.881	4.713	31.382	-0.006	-0.001	0.009
Si	11.622	4.639	31.519	0.004	0.004	-0.002
Si	1.803	11.12	31.742	-0.002	-0.009	0.01
Si	5.751	11.115	31.862	0	-0.014	-0.002
Si	9.67	11.046	31.748	-0.006	-0.003	-0.008
Si	13.495	11.094	31.532	0.005	0.004	-0.012
Si	1.892	4.107	32.761	0.002	-0.01	0.005
Si	5.882	4.119	32.7	0.002	-0.006	-0.003
Si	9.691	4.122	32.796	0.005	-0.004	0.003
Si	13.571	4.114	32.756	-0.011	-0.007	0.001
Si	-0.113	10.467	32.866	0	0	-0.004
Si	3.769	10.477	32.905	-0.001	-0.002	-0.006
Si	7.724	10.456	32.917	0.005	0.006	-0.004
Si	11.631	10.439	32.847	-0.009	-0.007	0
Si	1.888	1.782	33.208	0.001	0.005	0.001
Si	5.801	1.807	33.21	-0.006	0	0
Si	9.63	1.776	33.189	-0.006	-0.003	-0.002
Si	13.498	1.769	33.183	0.002	-0.001	0.001
Si	-0.069	8.14	33.277	0.003	-0.003	-0.004
Si	3.811	8.174	33.374	-0.004	0.004	0.002
Si	7.706	8.135	33.27	-0.008	0	0.003
Si	11.571	8.097	33.156	-0.001	0.006	0.005
Si	0	2.332	3.917	0.192	-0.267	-0.22
Si	3.867	2.332	3.917	-0.179	0.004	-0.121
Si	7.734	2.332	3.917	-0.076	0.05	-0.08
Si	11.602	2.332	3.917	0.093	-0.102	-0.311
Si	1.934	8.745	3.917	0.325	0.148	0.075
Si	5.801	8.745	3.917	0.042	0.042	0.313
Si	9.668	8.745	3.917	0.294	0.144	0.566
Si	13.535	8.745	3.917	-0.011	-0.006	-0.263
Si	1.982	6.434	4.322	-0.002	0.004	-0.002
Si	5.791	6.425	4.352	0.001	0.004	0
Si	9.643	6.424	4.318	-0.003	0.002	0.001
Si	13.568	6.428	4.296	-0.004	0.001	0
Si	0.011	12.806	4.352	-0.001	0.001	-0.002
Si	3.851	12.819	4.332	0.001	-0.001	-0.001
Si	7.756	12.805	4.347	0.001	-0.003	-0.004
Si	11.62	12.817	4.309	0.006	-0.002	-0.005
Si	0.049	5.825	5.494	0.006	-0.005	-0.003
Si	3.869	5.873	5.646	-0.003	-0.002	0.004
Si	7.723	5.925	5.626	0.002	-0.002	-0.008
Si	11.614	5.86	5.47	-0.001	-0.007	-0.002
Si	1.946	12.221	5.622	0.002	-0.002	-0.007
Si	5.793	12.199	5.522	0.004	0.003	0
Si	9.726	12.185	5.548	-0.002	-0.001	-0.006
Si	13.525	12.182	5.548	-0.005	0.002	0.008
Si	0.081	3.515	5.923	-0.005	0.002	0.005
Si	3.785	3.531	5.945	0.01	0	0.006
Si	7.67	3.567	5.934	0.001	-0.003	0.02
Si	11.66	3.564	5.895	-0.007	0.001	0.008
Si	2.067	9.878	6.018	-0.003	0.012	0.001
Si	5.88	9.889	6.043	-0.006	-0.002	0.001
Si	9.799	9.879	6.118	-0.001	0.004	-0.002
Si	13.574	9.851	5.976	-0.003	0.007	-0.006
Si	1.923	2.873	7.263	0.003	-0.003	-0.002
Si	5.69	2.933	7.112	-0.007	0	-0.004
Si	9.682	2.988	6.988	0	-0.011	-0.019
Si	13.618	2.907	7.041	-0.001	-0.003	0.005
Si	0.083	9.257	7.106	-0.006	-0.009	0.013
Si	3.989	9.292	7.376	0.007	0.002	0.003
Si	7.83	9.499	7.393	0.006	-0.004	-0.007
Si	11.799	9.224	7.431	-0.001	-0.009	0
Si	0.022	6.934	7.547	-0.01	-0.005	-0.003
Si	3.917	6.96	7.807	-0.002	-0.008	-0.006
Si	7.768	7.079	7.759	-0.012	-0.015	0
Si	11.6	6.865	7.575	0.014	0.004	0.011
Si	1.934	13.361	7.718	0.005	-0.002	0.013
Si	5.744	13.437	7.502	-0.011	0.004	0.002
Si	9.735	13.54	7.449	0.003	0.03	0.005
Si	13.517	13.455	7.524	0.014	0.004	-0.014
Si	1.875	6.366	8.888	-0.001	0.003	0.017
Si	5.899	6.316	9.016	0	0.007	0.006
Si	9.694	6.208	8.844	0.012	0.029	0.02
Si	13.548	6.184	8.672	-0.003	-0.014	0.007
Si	-0.113	12.795	8.813	-0.001	0.004	0.003
Si	3.929	12.757	8.894	-0.001	0.026	-0.003
Si	7.768	13.383	8.661	-0.001	0.003	-0.002
Si	11.612	13.529	8.877	-0.011	-0.021	0.003
Si	1.858	4.073	9.316	0.005	0.004	-0.014
Si	5.742	3.948	9.227	0.001	0.003	-0.018
Si	9.59	3.858	9.145	-0.013	-0.015	0.006
Si	13.548	3.911	9.131	-0.002	0.018	-0.008
Si	-0.344	10.487	9.028	-0.005	0.007	-0.004
Si	3.988	10.485	9.475	-0.007	-0.002	-0.005
Si	8.065	11.112	9.28	-0.003	-0.02	0.062
Si	13.004	9.598	9.568	0.011	-0.001	0.007
Si	-0.1	3.625	10.593	-0.02	0.005	0.013
Si	3.77	3.403	10.509	-0.004	0.01	-0.003
Si	6.995	1.833	11.886	0.006	-0.008	0.01
Si	11.593	2.905	9.891	0.018	0.009	0.005
Si	2.196	9.989	10.865	-0.01	-0.003	0.001
Si	5.683	10.244	11.19	0.07	-0.013	0.005
Si	9.846	10.224	11.492	-0.077	-0.033	0.013
Si	12.161	10.441	11.572	0.007	-0.008	-0.002
Si	-0.443	0.601	11.074	0.005	-0.009	-0.015
Si	4.035	1.147	10.903	0.004	-0.018	-0.022
Si	7.658	2.697	9.861	0.019	0	0.006
Si	11.965	-0.14	11.04	-0.009	0.03	-0.007
Si	1.353	7.181	11.045	0.004	-0.003	-0.009
Si	6.169	7.064	11.265	-0.001	0.017	0
Si	9.192	7.312	11.732	-0.013	0.071	-0.057
Si	13.675	7.507	10.545	0.004	-0.006	-0.034
O	13.438	13.33	11.484	0.004	0.003	0.007
O	5.526	13.981	11.632	-0.001	-0.001	-0.001
O	5.605	-1.273	26.177	0	0.002	0
O	13.385	0.181	27.36	0.007	-0.002	-0.003
O	2.334	8.443	11.368	0.002	0.001	0.002
O	7.695	6.631	11.797	0.039	0.029	-0.007
O	7.514	7.008	27.138	-0.004	-0.003	-0.003
O	-0.204	6.878	27.145	0.006	-0.006	0
O	6.976	2.895	13.153	0	0.005	-0.002
O	2.937	13.465	12.025	-0.006	0.003	0.008
O	9.254	11.214	12.65	0.02	-0.011	-0.017
O	13.115	10.175	12.949	-0.008	0.005	-0.008
O	11.502	4.888	12.9	0.005	0.002	-0.007
O	5.006	6.363	12.186	0.006	0.003	0.003
O	10.256	7.115	12.974	0.003	-0.001	-0.016
O	3.765	3.831	12.114	0.002	-0.003	0
O	9.568	10.818	9.953	-0.01	0.002	0.006
O	5.513	11.024	12.629	-0.003	0	0
O	7.01	10.871	10.501	-0.018	-0.013	-0.009
O	15.128	4.563	11.945	0.002	-0.003	-0.007
O	7.965	13.414	12.285	-0.007	0.012	-0.007
O	8.911	21.729	11.647	0.075	-0.096	0
O	1.712	6.144	12.268	-0.001	0	0
O	0.418	12.594	12.185	0.002	0.001	0.003
O	12.836	7.807	26.613	0.003	-0.002	-0.002
O	2.841	-1.234	25.95	0.008	0	0.007
O	10.852	0.196	26.334	-0.002	0.002	-0.005
O	4.952	6.933	26.113	-0.004	0.002	0.004
O	7.393	9.661	25.595	-0.001	-0.002	-0.002
O	1.534	2.419	26.353	0.006	0.006	0.006
O	11.029	9.665	26.967	0	-0.011	-0.006
O	4.125	9.351	26.657	0	0.004	0.006
O	10.165	7.149	26.622	-0.007	-0.003	0.004
O	21.404	-7.982	27.47	-0.002	-0.002	0.005
O	4.745	3.128	25.75	-0.007	-0.002	0.005
O	-2.497	5.499	27.716	0.003	-0.01	-0.002
O	0.465	-0.098	26.565	0.002	0.003	-0.003
O	2.272	7.409	26.246	0.001	-0.001	0.004
O	0.599	10.121	26.796	0.002	-0.004	0.005
O	13.076	3.336	26.395	0.001	-0.004	0
Si	8.192	10.806	15.998	-0.002	0	-0.003
Si	15.736	-0.452	20.474	0.001	-0.005	-0.001
Si	8.303	3.256	14.064	0.001	-0.002	-0.006
Si	8.107	2.031	23.437	0.006	-0.006	0.003
Si	16.94	5.705	21.841	-0.004	-0.001	-0.004
Si	13.556	3.509	24.835	0.001	-0.003	-0.003
Si	13.169	10.916	14.419	0.001	-0.002	0.005
Si	3.13	3.286	22.536	0.003	0	-0.001
Si	10.545	12.309	15.256	-0.005	0.002	-0.003
Si	0.7	5.147	13.082	-0.001	-0.003	-0.005
Si	7.23	7.98	16.923	-0.005	0.001	0.001
Si	14.536	13.11	15.816	-0.001	-0.002	0.001
Si	4.466	-4.038	15.572	-0.001	0.001	0
Si	7.405	8.953	24.113	0	-0.002	0.001
Si	9.386	12.831	12.753	-0.005	-0.012	-0.009
Si	11.315	8.256	26.213	0.001	0.003	0
Si	12.056	4.356	20.905	-0.001	0	0
Si	0.045	9.614	19.082	0.002	0	0.003
Si	2.022	-0.26	15.922	0	-0.005	-0.007
Si	10.505	9.135	23.312	0.002	-0.003	0.003
Si	11.062	12.011	22.086	0	0.002	0.003
Si	-1.531	5.925	15.029	0.003	0.001	0.003
Si	5.601	3.385	24.384	-0.002	-0.001	0.001
Si	7.946	8.514	19.779	0.003	-0.001	0.002
Si	-1.282	5.417	22.723	-0.004	0.004	-0.001
Si	11.555	4.015	17.996	-0.001	0	0.002
Si	7.282	5.54	15.401	-0.003	0.007	0.003
Si	3.733	8.004	25.85	0.002	-0.007	-0.003
Si	1.099	2.399	24.769	-0.006	-0.002	-0.006
Si	1.946	12.352	12.697	-0.006	-0.002	-0.003
Si	11.184	3.312	12.946	0.006	0.017	0.003
Si	-3.478	14.847	22.55	-0.003	0	0.002
Si	8.77	3.112	19.116	0.001	-0.001	0.004
Si	1.204	11.39	25.922	-0.007	-0.002	0.001
Si	6.96	2.84	16.597	0.001	-0.002	0.004
Si	4.488	1.308	15.383	0.001	-0.002	-0.002
Si	12.915	9.693	17.269	0.001	-0.002	0.002
Si	2.892	13.31	21.086	0	-0.004	-0.002
Si	4.767	6.403	13.807	-0.004	0.004	-0.008
Si	12.937	2.928	15.411	-0.004	-0.004	0
Si	13.033	6.707	17.763	-0.001	0	0.006
Si	1.139	-0.437	23.237	-0.001	-0.003	0
Si	-2.513	0.328	20.341	-0.001	-0.001	0.003
Si	3.689	7.538	22.915	0.001	0.002	0.004
Si	9.311	0.646	25.935	0.004	0.001	-0.009
Si	-3.387	12.481	17.662	-0.001	-0.001	0.005
Si	2.553	9.885	17.634	-0.003	-0.004	0.005
Si	8.27	4.718	21.805	0.001	-0.001	-0.001
Si	7.411	11.436	18.771	-0.001	0	0.003
Si	5.632	11.376	14.226	-0.001	-0.004	-0.005
Si	11.774	6.472	12.986	-0.003	-0.018	-0.016
Si	3.274	3.805	13.664	-0.001	0.001	0.007
Si	5.727	9.325	21.725	0.002	0.001	0
Si	-0.748	7.017	20.451	0	0	0.001
Si	10.231	6.909	21.25	0.004	-0.001	-0.004
Si	4.615	11.269	19.594	-0.001	0	0.001
Si	6.263	6.033	23.487	0.003	-0.002	0
Si	8.668	0.516	20.779	0	0	-0.001
O	12.265	3.703	19.429	-0.001	-0.001	-0.002
O	11.366	5.846	20.695	-0.001	-0.001	0
O	14.113	6.537	16.533	-0.001	-0.002	-0.003
O	11.874	2.604	14.226	0.003	0.006	0.001
O	8.031	11.783	17.305	0	0.001	0
O	5.802	11.33	18.476	0.002	-0.001	0
O	6.832	5.44	22.07	-0.001	-0.002	0
O	12.675	6.722	14.331	-0.003	-0.004	-0.003
O	11.851	5.582	17.598	0	-0.003	0
O	0.9	11.193	24.323	0.002	0	-0.003
O	13.665	4.332	15.111	-0.001	-0.004	0.001
O	9.952	3.739	18.17	-0.001	-0.001	0.001
O	4.709	10.314	15.053	0.002	0.001	0
O	6.251	6.3	14.435	0.002	-0.004	0.001
O	5.341	-2.171	20.913	-0.002	-0.005	0
O	9.73	10.933	15.512	0.002	-0.001	0
O	7.526	2.712	18.126	-0.001	-0.001	-0.004
O	15.45	12.277	22.089	-0.002	0	0
O	7.991	0.991	22.185	0	-0.002	-0.001
O	16.127	6.148	20.483	0.002	-0.003	0.004
O	11.883	11.918	14.429	-0.001	-0.003	0.001
O	-1.039	12.949	19.728	0	-0.001	0
O	4.057	12.711	20.123	-0.001	-0.002	0.001
O	1.298	9.039	18.229	0.001	-0.001	-0.003
O	13.039	1.593	21.361	0.002	-0.003	-0.002
O	15.331	6.028	14.177	-0.005	0.002	0.005
O	13.478	5.046	24.174	0	-0.002	0.002
O	4.683	6.296	23.218	-0.003	0	0.001
O	3.588	8.411	24.283	0	-0.001	-0.006
O	9.588	2.983	13.102	0.002	0.003	-0.002
O	-1.133	9.939	18.019	-0.004	0.001	-0.002
O	6.403	4.81	24.568	0.001	0.002	-0.001
O	13.535	4.416	21.6	0	-0.003	0.001
O	8.405	4.837	14.452	0.002	0.003	-0.002
O	9.32	5.92	22.166	-0.003	-0.003	0.001
O	13.813	6.501	19.189	-0.002	-0.001	-0.005
O	4.113	7.812	14.312	0.002	0	0.005
O	7.035	7.352	24.08	-0.002	-0.001	-0.001
O	7.205	7.793	18.531	0	0	-0.004
O	10.944	10.691	23.027	0	-0.002	0
O	-0.454	8.592	20.236	0	-0.001	-0.001
O	2.185	3.19	23.857	0.002	0	0
O	7.558	-0.171	19.825	0	-0.002	0
O	1.628	3.954	13.736	-0.003	0	0.003
O	3.252	8.822	16.637	-0.001	0	-0.003
O	0.605	13.272	16.306	-0.004	0.002	-0.001
O	8.146	10.096	19.387	-0.001	0.001	-0.001
O	6.538	4.402	16.314	0	-0.002	-0.002
O	4.347	8.465	21.76	0	-0.003	0.001
O	9.774	12.181	21.097	-0.001	-0.001	-0.001
O	2.094	11.183	16.765	0	0.001	0
O	-1.45	6.878	21.957	0	-0.001	0.001
O	0.326	5.195	22.903	0.004	-0.004	0.003
O	3.459	10.356	18.915	0	-0.001	-0.001
O	-3.515	0.484	19.055	-0.002	-0.001	-0.003
O	2.235	7.013	22.442	0	-0.001	0.001
O	8.078	9.264	16.451	-0.004	-0.003	0.001
O	8.532	3.491	22.848	-0.003	0.004	-0.002
O	3.233	1.983	21.575	-0.001	-0.001	0.003
O	3.829	2.481	14.44	0.002	-0.002	0.003
O	2.56	4.513	21.609	0.001	-0.001	0.001
O	7.157	11.217	14.804	0.001	0	0.002
O	13.573	12.68	17.049	0.001	0	-0.004
O	12.182	3.023	16.86	0.003	-0.001	-0.004
O	9.648	13.265	14.304	0.005	0.002	0.009
O	8.335	4.231	20.242	-0.001	-0.001	0.001
O	13.094	9.819	15.636	0	0.001	-0.003
O	-3.105	8.202	17.657	0.001	-0.001	-0.001
O	14.45	11.917	14.672	0	0	0.002
O	5.124	0.085	14.482	-0.002	0.003	0.001
O	5.641	1.905	16.379	-0.001	0	-0.001
O	6.654	2.158	24.169	-0.001	0	-0.001
O	12.423	11.851	21.19	0.002	-0.002	-0.001
O	11.199	3.32	21.879	0	0	0
O	9.192	1.509	24.551	-0.005	0.002	-0.003
O	11.263	8.556	24.624	-0.003	0.003	-0.003
O	8.129	2.456	15.493	-0.001	-0.002	0.005
O	3.289	0.694	16.318	0	0.002	0
O	10.934	13.057	16.651	0	0	0.001
O	1.018	0.931	24.094	0.002	0.001	0.001
O	8.891	9.129	23.487	-0.001	-0.002	0.001
O	7.976	6.662	16.334	0	-0.002	-0.001
O	5.714	8.168	16.404	0.002	-0.002	-0.002
O	2.056	12.355	14.306	0.001	0.001	0.017
O	-0.367	3.07	24.702	0	-0.001	0.001
O	12.631	7.075	11.739	-0.028	-0.005	0.048
O	1.518	0.548	20.196	-0.001	0	0.003
O	3.882	5.156	14.345	0	-0.001	0.002
O	6.287	9.738	23.205	-0.001	-0.002	0.001
O	9.325	7.685	20.11	0	-0.002	0.002
O	12.644	2.485	23.956	0.002	0.001	0.001
O	10.924	8.114	22.105	-0.002	-0.001	0.001
O	4.644	3.496	23.081	-0.001	-0.002	-0.001
O	2.579	12.364	22.417	0.002	0	0.001
O	9.272	1.789	19.943	-0.002	-0.001	0.001
O	11.154	13.466	22.875	-0.001	-0.002	0.001
O	14.047	14.577	15.325	-0.003	0.002	0.002
O	-3.586	10.85	17.82	0	0.001	-0.002
O	6.922	8.441	21.045	-0.003	0	0.003
O	0.594	10.923	19.856	-0.002	0.002	0.001
O	9.955	6.82	10.372	-0.063	0.024	0.056
O	15.216	7.56	11.151	0.007	-0.002	0.004
O	5.352	7.073	28.672	-0.002	-0.004	-0.005
O	1.953	6.773	28.766	0.005	-0.011	-0.012
O	24.407	1.628	27.169	-0.001	0	-0.004
O	8.271	12.201	25.779	-0.007	-0.006	0.005
O	1.652	4.947	26.931	0.003	-0.012	0.004
O	9.058	-7.719	28.022	-0.002	0.007	-0.003
O	-3.709	2.784	11.534	-0.006	0.006	0.012
O	2.405	-1.956	12.221	0.002	-0.003	-0.004
O	0.086	2.132	11.236	0.005	0	0.009
O	10.642	13.312	11.834	0.001	-0.011	-0.001
O	6.434	2.274	27.58	-0.005	0.003	-0.005
O	0.684	-2.657	10.29	-0.006	-0.002	0.002
O	34.715	16.792	30.078	0	-0.01	-0.013
O	5.957	8.666	11.485	-0.01	0.007	-0.016

Results
free energy: -257822.670 eV
free energy less fixed offsets of O -568.88, Si -635.61 eV per atom: -5.130 eV

The program warned: the cutoff lies below the one the program advises for these potential files; the exchange-correlation potential is rough where the density is thin.
